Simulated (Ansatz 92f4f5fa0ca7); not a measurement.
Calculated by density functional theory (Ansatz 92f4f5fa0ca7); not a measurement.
Periodic cell of 224 atoms, Si133O89H1N1, from a study of silicon, its oxide and their interface. The atomic structure is a simulated model.

Settings
functional: PBE
potential files: Ansatz PAW
basis: plane waves
wave-function cutoff: 700 eV
density cutoff ratio: 5
exchange-correlation grid ratio: 1
k mesh: 2 x 2 x 1, shifted by 0.5 0.5 0.5 of a step
self-consistency stop: 5e-08 eV per atom in the density residual
occupations: fixed
spin: none
net charge: 0

Cell vectors (angstrom)
a  10.938  0  0
b  0  10.938  0
c  0  0  32.4039

Atoms and the computed forces on them: element, x, y, z (angstrom), force x, y, z (eV/angstrom)
Si  0.2795  -0.1872  24.9541  0.02  -0.0097  -0.0284
Si  5.1945  0.4713  24.9462  -0.0149  0.0491  -0.0469
Si  2.8801  2.6432  25.0302  0.0118  -0.0243  -0.0236
Si  7.9249  2.9853  24.9382  -0.0249  -0.0043  -0.0299
Si  -0.2218  5.7594  24.9257  -0.0087  0.0151  -0.0341
Si  5.719  5.2457  24.9503  0.0053  -0.0139  -0.0248
Si  2.5052  8.5061  24.8995  -0.0244  0.007  -0.0288
Si  8.4677  7.9957  24.8519  0.0055  -0.0123  -0.0311
Si  1.3679  1.3904  26.3113  -0.0043  -0.0066  -0.0014
Si  6.8099  1.4536  26.3249  0.0052  -0.0073  -0.0001
Si  4.1119  4.1685  26.307  0.0048  -0.0072  -0.0039
Si  9.5619  4.1393  26.2082  -0.0154  -0.0111  0.0098
Si  1.3618  6.9128  26.2442  0.001  -0.0062  -0.0071
Si  6.8739  6.8665  26.2087  -0.004  -0.0074  0.0043
Si  4.1282  9.6479  26.1716  -0.0108  -0.0007  0.0195
Si  9.5775  9.5937  26.2086  0.002  -0.0084  0.0108
Si  2.7527  0.0036  27.6344  -0.0014  0.0045  -0.0195
Si  8.1944  0.0095  27.5965  0.0099  -0.0067  -0.004
Si  -0.0347  2.7584  27.6087  -0.001  0.0044  0.0042
Si  5.4337  2.7757  27.6829  -0.0001  0.0001  -0.0142
Si  2.7071  5.5192  27.6171  -0.0002  0.0019  0.0026
Si  8.2015  5.4832  27.6201  -0.0083  0.009  -0.0143
Si  -0.0253  8.2316  27.6326  -0.0033  0.0031  -0.012
Si  5.4641  8.2265  27.5623  0.0005  0.0023  0.0064
Si  4.1018  1.3673  28.9856  -0.065  -0.0312  0.3617
Si  9.5708  1.3673  28.9856  -0.1028  0.033  -0.104
Si  1.3673  4.1018  28.9856  -0.0953  0.088  -0.1592
Si  6.8362  4.1018  28.9856  0.0818  0.2327  0.2533
Si  4.1018  6.8362  28.9856  0.0611  0.2765  -0.1991
Si  9.5708  6.8362  28.9856  -0.0101  0.0143  0.1019
Si  1.3673  9.5708  28.9856  0.045  0.0495  0.0743
Si  6.8362  9.5708  28.9856  -0.0504  -0.0248  -0.2579
Si  0  0  30.3529  0.0741  0.0117  -0.0227
Si  5.469  0  30.3529  0.0103  0.0338  -0.0054
Si  2.7345  2.7345  30.3529  0.0246  -0.0663  -0.0069
Si  8.2035  2.7345  30.3529  -0.0139  -0.0064  -0.0053
Si  0  5.469  30.3529  0.0015  0.0279  0.0041
Si  5.469  5.469  30.3529  0.0941  0.0134  -0.0131
Si  2.7345  8.2035  30.3529  0.0259  0.0124  -0.0094
Si  8.2035  8.2035  30.3529  0.0064  -0.0382  -0.0224
Si  1.3673  1.3673  31.7201  -0.0587  0.0368  0.0118
Si  6.8362  1.3673  31.7201  -0.0128  0.0123  0.0042
Si  4.1018  4.1018  31.7201  -0.0318  0.0376  -0.0051
Si  9.5708  4.1018  31.7201  0.0088  -0.0425  -0.0036
Si  1.3673  6.8362  31.7201  0.0253  0.0164  0.001
Si  6.8362  6.8362  31.7201  -0.0451  0.0355  0.0076
Si  4.1018  9.5708  31.7201  -0.0142  -0.0178  -0.0014
Si  9.5708  9.5708  31.7201  -0.0226  0.0128  -0.0076
Si  2.7345  0  0.6835  0.0475  -0.0027  0.0062
Si  8.2035  0  0.6835  0.0253  -0.0684  0.0186
Si  0  2.7345  0.6835  -0.0101  0.0437  -0.008
Si  5.469  2.7345  0.6835  0.0436  -0.056  -0.018
Si  2.7345  5.469  0.6835  0.0286  -0.0317  0.0145
Si  8.2035  5.469  0.6835  -0.0079  0.045  0.003
Si  0  8.2035  0.6835  0.0276  -0.0424  -0.0222
Si  5.469  8.2035  0.6835  0.0144  -0.0003  -0.0029
Si  4.1018  1.3673  2.0507  0.0022  0.0374  0.0142
Si  9.5708  1.3673  2.0507  0.0846  0.1064  0.0374
Si  1.3673  4.1018  2.0507  -0.0954  -0.0896  0.0062
Si  6.8362  4.1018  2.0507  -0.1083  -0.0778  0.0052
Si  4.1018  6.8362  2.0507  -0.0177  0.0407  -0.0163
Si  9.5708  6.8362  2.0507  -0.0146  0.0796  -0.0047
Si  1.3673  9.5708  2.0507  -0.0471  -0.0654  0.0142
Si  6.8362  9.5708  2.0507  -0.0245  0.0187  0.0014
Si  0  0  3.418  0.3012  0.2373  0.4402
Si  5.469  0  3.418  0.3247  0.1817  -0.2631
Si  2.7345  2.7345  3.418  -0.2359  -0.2389  -0.1734
Si  8.2035  2.7345  3.418  0.0718  0.0745  0.2292
Si  0  5.469  3.418  -0.0953  -0.2892  0.0965
Si  5.469  5.469  3.418  -0.1527  -0.2641  0.1788
Si  2.7345  8.2035  3.418  -0.2508  -0.3279  -0.4149
Si  8.2035  8.2035  3.418  0.2851  -0.0332  -0.2319
Si  1.4855  1.3337  4.8819  -0.0174  -0.0008  0.0312
Si  6.8239  1.3919  4.8001  0.025  -0.0219  0.0154
Si  3.9998  4.0931  4.7964  0.011  0.0017  0.0146
Si  9.6214  4.0409  4.8487  0.0013  0.0045  -0.0013
Si  1.3732  6.8052  4.7689  -0.0035  -0.017  -0.0135
Si  6.9548  6.7327  4.7344  -0.0029  -0.0306  0.0063
Si  4.1466  9.5117  4.6783  -0.0076  0.0163  -0.0168
Si  9.5504  9.5996  4.7793  0.0008  -0.0058  0.0304
Si  2.9878  -0.1357  6.1927  -0.0135  0.0105  -0.0122
Si  8.1511  0.0161  6.2055  -0.0117  0.0113  -0.0209
Si  0.0168  2.6542  6.2984  -0.0085  0.04  -0.0288
Si  5.3803  2.7187  6.1255  -0.004  -0.0475  -0.0226
Si  2.5389  5.3633  6.2332  0.0168  -0.0185  0.005
Si  8.2923  5.4195  6.2519  -0.0191  0.0211  -0.0106
Si  0.0481  8.2069  6.0767  0.0163  -0.0325  0.0074
Si  5.475  8.0916  5.8999  0.0003  0.0568  0.0388
Si  4.3441  1.1985  7.6826  -0.001  -0.0218  0.0477
Si  9.9005  0.9324  7.5496  0.0275  -0.0355  0.0555
Si  0.9689  4.2374  7.8035  -0.0211  0.0216  0.042
Si  6.5208  4.3249  7.3673  -0.0295  0.0266  0.0674
Si  4.3078  6.5513  7.1736  0.0363  0.0178  0.0435
Si  9.3328  7.22  7.4279  -0.0204  0.0499  0.0296
Si  1.3349  9.6722  7.4117  -0.014  0.0106  0.0379
Si  6.8748  9.2997  7.3184  -0.0152  -0.0254  -0.0155
O  9.5939  6.8642  24.4259  0.0035  -0.0001  -0.0253
O  3.9829  1.5185  24.5663  0.007  0.0018  -0.0295
O  8.0656  8.2233  7.5274  0.0142  -0.0259  0.045
O  2.8905  1.6696  8.3522  0.0399  0.0298  0.0311
O  6.8089  4.1062  24.4253  0.0062  0.003  -0.0251
O  1.3698  9.6183  24.4053  0.0059  0.0025  -0.0243
O  5.4565  5.5258  7.7584  -0.0073  -0.0063  0.0199
O  0.168  -0.1635  7.6791  0.0166  -0.0094  0.0134
O  6.8077  3.5282  8.7953  -0.0099  0.011  -0.0056
O  6.2696  9.5684  8.8255  0.0044  0.0223  0.0004
O  9.7982  7.3606  9.0268  0.0099  -0.0128  -0.0003
O  1.8704  9.1843  8.9095  -0.0102  0.0006  -0.0197
N  5.4089  1.1136  9.1604  -0.0399  0.0261  -0.0372
O  1.7003  3.7684  9.2004  0.0024  -0.0206  -0.0128
O  9.6232  1.1873  9.1385  -0.0077  -0.0063  -0.0291
O  3.759  7.4413  8.4156  -0.0308  -0.0195  -0.0078
O  7.8723  8.5819  23.4312  0.0154  0.0042  0.0017
O  8.4745  2.2029  23.6028  0.0031  0.0058  0.01
O  5.0302  5.8986  23.6114  -0.0064  -0.0019  0.0055
O  2.2648  3.2823  23.6446  -0.0021  0.0103  0.0044
O  10.607  0.5984  23.6472  -0.0167  -0.0083  0.0019
O  0.402  5.1591  23.5286  0.007  0.0032  0.011
O  3.1778  7.8409  23.5502  -0.0032  -0.0101  0.0088
O  5.5105  14.0935  19.1451  -0.0156  -0.0035  -0.0113
Si  11.3885  2.3814  20.7937  -0.0014  0.001  -0.001
Si  7.8317  9.3931  22.0172  0.0023  0.001  -0.0038
Si  2.2558  5.1737  13.5364  0.0026  0.0005  0.0011
Si  12.2537  7.3828  16.8093  0.0025  0.002  -0.002
Si  -0.1078  -4.6247  9.697  0.0038  0.0159  0.0053
Si  10.9028  8.9077  14.742  0.0009  -0.0006  0.0026
Si  -1.4022  -4.9792  17.6963  -0.0036  -0.002  0.0026
Si  1.6174  4.4528  22.7113  0.0022  -0.001  0.0032
Si  4.5805  10.9187  16.9465  -0.0046  -0.0002  0.0017
Si  6.8792  5.8715  16.2481  -0.0009  0.0033  -0.0042
Si  5.7105  2.7467  9.7379  0.0041  0.0166  0.0005
Si  2.7714  9.2167  18.6688  -0.0066  0.0019  -0.0028
Si  7.7244  3.5455  11.6784  -0.0001  0.0052  0.0028
Si  9.0242  1.086  10.638  -0.0015  -0.0018  0.0152
Si  9.0689  1.6053  15.8929  -0.0029  0.0018  0.0041
Si  2.6064  4.6968  16.5613  0.0035  -0.0022  -0.0019
Si  -3.9421  3.4072  14.5951  -0.0008  0.0056  0.0069
Si  6.1722  10.7129  9.9798  0.0067  -0.0135  -0.0037
Si  16.0311  4.502  18.3369  0.0028  0.0003  0.0007
Si  4.9558  7.1831  19.8232  -0.0035  -0.0019  0.0017
Si  -1.5529  1.1724  22.7335  0.0004  -0.0009  0.0011
Si  2.1307  2.3608  12.4998  -0.0018  -0.0044  -0.006
Si  5.4502  10.9651  21.9166  -0.0045  0.0006  0.0046
Si  0.0851  6.9433  12.7086  -0.006  0.0003  -0.0014
Si  13.7507  2.6884  9.6258  0.0062  -0.0132  0.0015
Si  10.9304  3.25  17.7852  -0.0015  -0.0022  0.0017
Si  8.0763  7.9723  19.3731  0.0039  -0.0018  -0.0009
Si  -6.3727  1.4775  14.3339  0.0003  -0.0016  0.0056
Si  -2.2544  -1.2456  16.7135  -0.0004  0.001  0.0022
Si  2.8869  7.8778  12.377  0.0019  0  -0.0029
Si  -5.8008  1.6055  19.4282  0.0028  0.0004  -0.0003
Si  -0.3774  0.6536  13.2677  -0.0013  -0.0002  -0.001
Si  3.882  6.6266  22.7171  -0.0002  0.0015  0.0038
Si  2.7512  0.4057  20.7084  -0.0033  -0.0034  0.0056
Si  13.5452  7.8327  9.4559  0.0254  -0.0131  -0.0104
Si  6.2306  8.6825  15.3057  -0.0006  -0.0073  -0.0047
Si  5.088  -1.1612  12.8445  -0.0007  -0.008  0.004
O  6.4026  5.0647  17.5711  -0.0266  -0.0006  -0.0056
O  -0.5593  -4.6504  11.3135  0.0314  0.0128  0.0005
O  6.7099  4.9616  14.9314  0.0101  -0.0098  0.0222
O  2.2066  9.9998  19.973  0.0243  0.013  -0.0096
O  -0.2656  5.0705  8.5955  0.0222  -0.0178  -0.0226
O  1.0183  3.8122  21.3404  -0.0029  -0.021  0.0128
O  1.4693  6.6775  9.6233  -0.0171  0.0116  0.0119
O  -5.6048  0.25  13.6048  -0.0156  0.0088  0.0023
O  14.1588  6.4401  13.1128  -0.0319  0.0027  -0.0063
O  8.5518  11.3075  16.8254  0.0151  -0.0076  -0.0228
O  5.3165  9.7092  16.1643  0.0019  0.0056  0.0037
O  -1.4796  1.1143  14.3829  0.0132  0.0004  0.0092
O  2.2953  3.9846  12.4249  -0.0019  -0.0035  0.0199
O  5.9905  8.6885  13.6835  -0.0086  0.0109  0.0128
O  2.6736  4.4851  14.9452  -0.0116  0.0119  0.0079
O  6.2993  2.8399  11.2512  0.0131  0.0162  -0.0018
O  3.2175  1.7437  13.5061  -0.0029  0.0095  -0.0042
O  14.8933  4.1154  17.2412  0.0019  0.0208  0.0101
O  -3.1119  13.5988  15.7878  0.006  -0.0026  -0.02
O  0.7032  5.7066  13.5791  0.0196  0.021  -0.0202
O  7.7634  9.1364  15.5046  -0.0191  -0.0043  0.0184
O  0.2975  2.4478  19.1728  -0.0082  0.0147  0.006
O  4.578  5.6628  19.3519  0.0164  0.0036  -0.0143
O  7.7305  5.0968  11.203  0.0312  -0.0125  0.0238
O  10.8795  6.59  17.0705  0.0072  -0.0044  0.0062
O  2.7446  5.5431  22.2845  -0.001  0.0011  0.0196
O  9.0299  6.6864  19.0628  -0.0117  0.0168  -0.024
O  1.2616  7.9964  12.2771  0.0114  -0.0282  0.0127
O  -5.4373  0.635  18.1478  -0.0305  0.004  0.0075
O  7.6147  0.2762  10.5521  0.0028  0.0008  -0.012
O  11.2694  -0.6946  13.8742  -0.0271  0.0002  0.0105
O  4.2416  3.4759  9.7586  0.0154  -0.0234  -0.0098
O  4.0446  8.2757  19.0361  -0.0082  -0.0004  0.0114
O  8.4502  6.1925  16.5026  -0.0169  0.0036  0.0088
O  1.3588  3.9  17.207  -0.0021  0.0074  0.0026
O  -0.8424  7.8418  13.7297  0.0269  0.0092  0.0122
O  5.5392  2.7595  14.3336  0.0086  -0.0151  -0.001
O  2.5353  6.3051  16.8118  -0.0178  -0.0115  -0.0032
O  9.8109  4.4019  18.0712  0.0193  0.0025  -0.0165
O  4.1787  1.1302  15.8737  0.0175  -0.0151  -0.0129
O  3.4203  7.9361  10.8468  -0.0244  -0.01  0.003
O  3.5581  -1.7406  13.0561  0.0107  0.0012  -0.0091
O  8.5327  10.8498  22.177  0.0015  -0.0097  0.0034
O  -3.0205  3.3743  13.276  -0.0232  0.007  -0.0097
O  9.9523  2.0215  21.4667  0.018  -0.0068  0.0076
O  8.5582  8.5702  20.8119  -0.0255  0.0078  -0.0003
O  -5.0325  1.1604  20.8105  -0.0275  -0.0174  -0.0066
O  5.4261  -0.9252  11.2672  0.0022  0.0073  0.0107
O  1.3026  8.148  15.3464  -0.0149  -0.0132  0.0142
O  2.3862  1.8621  10.9626  0.0045  0.0213  0.0071
O  6.5141  7.5099  19.4696  0.0052  -0.0032  -0.0004
O  1.5303  -2.561  18.0678  0.0188  -0.0027  -0.0122
O  1.4703  12.138  21.2806  -0.0007  0.0142  -0.019
O  8.9274  2.6577  11.0449  -0.0221  -0.0053  0.0054
O  3.206  -0.6195  17.5572  0.0137  -0.0106  0.0111
O  8.3057  -1.8761  18.1656  -0.0038  -0.0163  -0.0024
O  10.1635  -1.6261  16.1439  -0.0071  0.0191  -0.0035
O  -0.574  2.2504  16.6341  -0.0232  0.0051  0.0045
O  0.6843  1.8707  13.0466  -0.0006  -0.0134  -0.0084
O  6.2726  -1.3348  21.5414  0.0221  0.021  0.0131
O  15.5466  7.2462  21.4097  -0.0083  -0.0117  -0.0085
O  5.897  0.2744  23.4652  -0.0282  -0.0021  0.0217
O  -4.9347  7.2121  15.9686  0.0208  0.0019  -0.0019
O  3.5274  1.4406  19.6989  0.0217  -0.0178  0.0229
O  3.8197  -0.1001  21.8488  0.0179  0.0227  -0.0231
O  9.902  0.3241  11.799  -0.0032  0.0232  0.0127
H  8.536  5.6181  11.3791  -0.0348  -0.0192  -0.0085

Results
free energy: -135587.121 eV
free energy less fixed offsets of H -17.10, N -388.26, O -569.03, Si -635.61 eV per atom: -1.961 eV

The program warned: the cutoff lies below the one the program advises for these potential files; the exchange-correlation potential is rough where the density is thin.
